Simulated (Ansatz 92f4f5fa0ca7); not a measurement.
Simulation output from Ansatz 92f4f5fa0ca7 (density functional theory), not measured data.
Periodic cell of 224 atoms, Si134O86N4, from a study of silicon, its oxide and their interface. The atomic structure is a simulated model.
This geometry differs little from another in the collection (a relaxation step or a small displacement).

Settings
functional: r2SCAN
potential files: Ansatz PAW
basis: plane waves
wave-function cutoff: 800 eV
density cutoff ratio: 5
exchange-correlation grid ratio: 1
k mesh: 1 x 1 x 1, shifted by 0.5 0.5 0 of a step
self-consistency stop: 1e-10 eV per atom in the density residual
occupations: fixed
spin: none
net charge: 0

Cell vectors (angstrom)
a, 10.88, 0, 0
b, 0, 10.88, 0
c, 0, 0, 32.3105

Atoms and the computed forces on them: element, x, y, z (angstrom), force x, y, z (eV/angstrom)
Si, -0.2737, 0.2224, -0.0598, 0.0017, -0.0031, 0.0011
Si, 2.8524, 2.5652, -0.0663, -0.0116, 0.0097, 0.0083
Si, -0.1212, 5.4462, -0.0663, 0.0056, -0.0048, -0.0099
Si, 2.8221, 7.9366, 0.0732, -0.0039, 0.0074, -0.0011
Si, 5.1598, 0.379, -0.2328, 0.0106, -0.0192, -0.002
Si, 8.3969, 2.5871, -0.1102, -0.0036, 0.0034, 0.0035
Si, 5.318, 5.9766, -0.0559, 0.0005, -0.0102, -0.0106
Si, 8.5985, 7.7073, 0.1967, -0.0008, 0.0216, -0.0163
Si, 1.3508, 1.3543, 1.2474, 0.0005, 0.0013, -0.0005
Si, 4.1567, 4.1761, 1.0898, 0.0032, 0.001, -0.0019
Si, 1.3731, 6.6642, 1.3243, 0.0035, 0.0019, -0.0023
Si, 4.0979, 9.5863, 1.1369, 0.0016, -0.001, 0.0006
Si, 6.7653, 1.4118, 1.1539, -0.0004, -0.0006, 0.0021
Si, 9.5116, 4.0541, 1.3154, -0.0011, -0.0008, 0.0004
Si, 6.8682, 6.8109, 1.4745, -0.0024, 0.0007, 0.0055
Si, 9.5888, 9.4882, 1.2984, -0.0023, 0.0038, -0.0019
Si, 0.0055, 2.6989, 2.6363, 0.0019, 0.0039, 0.0041
Si, 2.7393, -0.0018, 2.5767, -0.0013, -0.0015, 0.0012
Si, 0.0523, 8.1152, 2.6525, 0.0019, 0.0026, 0.0035
Si, 2.7931, 5.3846, 2.6217, -0.0064, 0, 0.0029
Si, 5.4485, 2.7789, 2.5358, 0.0022, -0.0018, 0.0027
Si, 8.1212, 0.002, 2.5484, -0.0001, -0.0015, 0.0015
Si, 5.449, 8.2726, 2.6208, 0.0008, 0.0053, 0.002
Si, 8.1639, 5.364, 2.7343, -0.0034, -0.0093, 0.0059
Si, 1.3878, 4.0584, 3.9761, -0.0006, -0.0011, -0.0026
Si, 4.0849, 1.3994, 3.9087, -0.0022, 0.001, 0.0008
Si, 1.4122, 9.5015, 3.969, 0.001, -0.0011, -0.0012
Si, 4.1017, 6.8293, 3.9391, 0.0025, -0.0018, -0.0014
Si, 6.778, 4.0284, 4.0216, 0.0016, 0.0007, 0.0028
Si, 9.4994, 1.3353, 3.9417, -0.0026, 0.0013, -0.0031
Si, 6.7954, 9.5858, 3.9923, -0.001, 0.0012, -0.0003
Si, 9.5257, 6.7975, 4.005, 0.0002, 0.0013, 0.0017
Si, 0.0077, -0.0119, 5.2877, 0, 0.0003, -0.0018
Si, 2.729, 2.7042, 5.3212, 0.0001, 0, -0.001
Si, 0.0246, 5.4362, 5.3366, 0.0009, -0.0013, -0.0004
Si, 2.7452, 8.1513, 5.3403, -0.0006, 0.0016, -0.0008
Si, 5.4274, 0.0554, 5.329, 0.0007, -0.0007, -0.0004
Si, 8.1598, 2.6843, 5.3461, -0.0009, -0.0017, -0.0005
Si, 5.4353, 5.457, 5.3132, -0.0007, 0.0002, -0.0011
Si, 8.1473, 8.1818, 5.3216, -0.0007, 0.0008, 0.0009
Si, 1.3557, 1.3531, 6.6652, 0.0003, 0.0003, -0.0008
Si, 4.0629, 4.0971, 6.6629, -0.0008, 0.0002, -0.0003
Si, 1.3637, 6.8104, 6.699, -0.0009, 0.0004, -0.0001
Si, 4.0869, 9.5361, 6.6846, 0.0004, -0.0002, -0.0003
Si, 6.7943, 1.3687, 6.7185, 0.0006, 0.0005, 0.0003
Si, 9.515, 4.0806, 6.6802, -0.0009, 0.0004, 0
Si, 6.7841, 6.8138, 6.6683, -0.001, 0.0001, -0.0009
Si, 9.5272, 9.5332, 6.6596, -0.0007, 0.0011, -0.0006
Si, 0.0051, 2.7242, 8.0274, -0.0004, -0.0006, -0.0004
Si, 2.6941, -0.0108, 8.0349, -0.0002, -0.0002, -0.0005
Si, -0.0223, 8.1775, 8.0321, 0.0006, 0.0001, -0.0005
Si, 2.7154, 5.4387, 8.0426, 0.0004, -0.0003, -0.0004
Si, 5.4174, 2.7537, 8.0304, 0.0004, 0.0001, -0.0002
Si, 8.182, 0.0007, 8.0369, -0.0005, -0.0008, 0
Si, 5.4393, 8.164, 8.0428, 0.0011, 0, -0.0003
Si, 8.1397, 5.4625, 8.0204, -0.0001, 0.0001, -0.0004
Si, 1.3211, 4.1161, 9.3973, 0.0001, 0.0006, -0.0003
Si, 4.0568, 1.3696, 9.361, 0.0001, -0.0001, -0.0002
Si, 1.3253, 9.5217, 9.4102, -0.0015, -0.0004, -0.0011
Si, 4.0663, 6.7991, 9.4014, -0.0006, -0.0002, -0.0002
Si, 6.7706, 4.1183, 9.3823, -0.0002, 0.0001, -0.0006
Si, 9.5433, 1.3644, 9.3962, 0, 0.0001, -0.0006
Si, 6.8393, 9.5028, 9.3777, -0.0001, 0, 0.0001
Si, 9.4677, 6.8467, 9.3823, -0.0003, -0.001, -0.0008
Si, -0.0191, -0.0055, 10.8094, 0.0013, -0.0012, 0.0004
Si, 2.679, 2.723, 10.7104, -0.0002, -0.0007, 0.0005
Si, -0.0726, 5.5066, 10.7283, -0.0012, 0.0007, 0.0017
Si, 2.658, 8.1217, 10.7446, 0.0013, -0.0009, 0.002
Si, 5.4638, -0.0064, 10.6556, 0.0009, -0.0017, 0.0024
Si, 8.1603, 2.7546, 10.6834, 0.0009, 0.0005, 0.0022
Si, 5.4456, 5.481, 10.7873, 0.0005, 0.0002, 0.0002
Si, 8.1616, 8.1885, 10.8281, 0.0002, 0.0007, 0.0003
Si, 1.3549, 1.3811, 12.1194, 0.0012, -0.0018, 0
Si, 4.0404, 4.0723, 12.0402, 0.0014, -0.001, -0.0024
Si, 1.223, 6.8447, 12.1564, -0.0025, -0.0019, -0.0044
Si, 4.1017, 9.4936, 11.9602, 0, 0.0006, -0.0011
Si, 6.8431, 1.3447, 11.9909, -0.0011, -0.0003, -0.0035
Si, 9.4352, 4.1607, 12.06, 0.0011, 0.0004, -0.0013
Si, 6.7877, 6.852, 12.203, -0.0001, -0.0031, 0
Si, 9.5032, 9.551, 12.2438, 0.0003, -0.0005, -0.0015
Si, -0.0998, 2.768, 13.3633, -0.0009, 0.0002, 0.0006
Si, 2.8432, -0.0058, 13.3205, -0.0019, 0.0004, 0.0001
Si, -0.0299, 8.2776, 13.7168, 0.0008, -0.0024, 0.0023
Si, 2.5998, 5.3561, 13.3576, 0.0003, 0.0013, 0.001
Si, 5.4567, 2.6807, 13.2717, 0.0019, 0.0015, 0.0012
Si, 8.0975, 0.0515, 13.5372, -0.0002, -0.0005, 0.0037
Si, 5.3622, 8.2241, 13.4905, 0.0008, 0.0005, 0.0039
Si, 8.133, 5.4893, 13.5775, 0.0017, -0.0005, 0.002
Si, 1.0579, 4.2105, 14.7867, -0.0035, -0.0073, -0.0158
Si, 4.3958, 1.1449, 14.6691, 0.0003, -0.0008, -0.0102
Si, 1.7996, 9.4302, 14.7982, -0.0056, -0.0024, -0.009
Si, 3.6911, 6.9706, 14.5945, 0.0001, -0.0013, -0.0112
Si, 6.8569, 3.841, 14.6905, 0.0019, 0.0035, -0.0129
Si, 9.2001, 1.7515, 14.7599, 0.0012, 0.001, -0.0118
Si, 6.4937, 9.8115, 14.8524, -0.0004, -0.0026, -0.0124
Si, 9.7717, 6.5453, 14.9651, -0.0063, 0.0017, -0.0156
Si, 2.7125, 2.7533, 16.8941, -0.002, 0.0011, -0.0032
Si, 2.2628, 10.7981, 17.6305, 0.0018, 0.0003, -0.0054
Si, 10.3812, 9.6799, 18.8362, -0.0018, 0.0011, -0.0042
Si, 4.7855, 4.9738, 16.7993, 0.0003, -0.0051, -0.0101
Si, 5.373, 11.1089, 17.4272, 0.0002, -0.0013, -0.0103
Si, 6.6818, 6.3977, 18.7401, 0.0019, 0.0006, -0.0066
Si, 7.6881, 9.1108, 17.5177, 0.0008, 0.0012, -0.0041
Si, 10.018, 24.4432, 22.4812, -0.0045, -0.0012, -0.0042
Si, 9.6204, 12.4921, 19.7079, 0.0015, 0.0003, -0.0075
Si, 6.4358, 13.0342, 19.5059, -0.0006, -0.0024, -0.0068
Si, 8.3227, 13.5383, 29.1271, -0.0015, 0.0026, 0.0013
Si, 10.2205, 17.7566, 20.3041, -0.002, -0.0019, -0.0067
Si, -2.3456, 16.1757, 22.1314, -0.0029, -0.0006, -0.0021
Si, 6.0038, 12.0542, 22.1739, 0.0007, 0.0004, -0.0026
Si, 8.3745, 11.5114, 23.8323, 0.0036, -0.0024, 0.0026
Si, 16.7704, 4.9384, 21.0687, 0.0022, 0.0005, -0.0049
Si, 10.8298, 17.4913, 23.2224, -0.0003, 0.0003, -0.0006
Si, -0.2625, 2.8392, 17.0872, 0.0029, 0, -0.0077
Si, 5.6319, 9.4122, 26.9073, 0.002, 0.0003, 0.0069
Si, 4.8941, 14.1306, 25.8597, 0.0018, 0.0011, 0.0043
Si, -1.5111, 5.5682, 17.7569, 0.0018, -0.0007, -0.0089
Si, 6.6806, 10.1279, 29.5391, -0.0014, 0.0028, 0.0035
Si, 6.9299, 7.3654, 30.0135, 0.0017, 0.0015, 0.0076
Si, 5.4522, 12.6509, 29.442, 0.0011, -0.0028, 0.0034
Si, 5.6746, 11.4093, 24.7566, 0.0002, -0.0012, 0.0063
Si, 4.4004, 14.7029, 23.1106, 0.0016, 0, 0.0015
Si, 13.0119, 4.159, 27.0031, 0.0026, 0.0021, 0.0053
Si, 5.6721, 15.6475, 29.5432, -0.0028, 0.0002, 0.0062
Si, 1.4594, 4.1779, 24.0246, 0.0012, 0.0017, 0.0055
Si, 3.2438, 16.9905, 28.6195, -0.0027, 0, 0.0043
Si, 9.8248, 8.9236, 25.1234, -0.0002, 0.0011, 0.0092
Si, 11.5401, 20.8208, 27.4488, 0.0023, 0.0004, 0.0044
Si, 1.52, 4.157, 29.9478, -0.0005, 0.004, 0.0033
Si, 7.513, 4.3405, 27.2353, -0.0001, 0.0011, 0.0036
Si, -1.1994, 10.9529, 29.5348, 0.0002, 0.0003, 0.0028
Si, 2.3348, 19.6087, 29.5461, -0.0005, 0.0013, 0.0035
Si, 7.6897, 7.2831, 27.0012, -0.0009, -0.0037, 0.0124
Si, 3.3243, 21.7657, 28.1709, 0.0013, -0.0006, 0.003
O, -0.0908, -0.2807, 30.6867, -0.0019, 0, -0.003
O, -1.408, 1.3742, -0.2559, 0.0005, 0.0028, -0.0026
O, 3.9355, 1.4305, -0.4779, 0.0009, 0.0068, 0.0019
O, 2.1307, 2.9564, 30.8298, -0.0012, 0.0009, -0.01
O, 1.325, 14.7717, 25.6284, -0.002, -0.001, -0.0047
O, -6.8087, 6.9847, 31.9466, -0.0034, -0.0041, 0.0094
O, 1.1492, 8.7361, 28.4371, -0.0003, 0.0035, -0.0024
O, 7.0478, 15.5007, 28.7564, 0.0034, -0.0008, -0.0022
N, 5.7586, 0.3856, 30.4442, 0.0014, 0.0029, -0.0088
O, 8.1159, 3.2012, 30.6918, 0.0001, -0.0004, -0.0038
O, 9.7251, 6.6625, 31.9549, -0.0159, -0.0038, 0.0123
O, 7.8769, 8.0287, 31.1163, -0.0039, -0.0022, -0.0074
O, 8.7992, 19.0212, 26.1541, 0.0039, 0.0026, -0.0018
O, 6.9132, 1.9185, 28.7312, 0.0001, 0.0015, -0.0011
O, 0.1614, 5.5359, 15.0782, 0.0084, 0.0103, 0.0158
O, 3.5401, 2.0606, 15.7004, -0.0002, 0.0001, 0.0049
O, 2.2601, 1.538, 17.8902, -0.0006, 0.0001, 0.0017
O, 1.7784, 10.3862, 16.1322, 0.0025, 0.0007, 0.0041
O, -0.9012, 12.4877, 16.2098, -0.0002, -0.0009, 0.0046
O, 2.7162, 8.1359, 15.2118, 0.0009, 0, 0.0023
O, 4.0346, 6.0014, 15.8351, -0.001, -0.0003, 0.0047
O, 5.4122, 5.9645, 17.8752, 0.0041, 0.0043, 0.007
O, 7.9048, 5.393, 18.414, -0.001, -0.001, 0.0024
O, 9.6887, 10.8995, 19.5913, -0.0003, 0.0013, 0.0026
N, 5.4549, 11.0107, 15.6662, -0.0002, 0.0005, 0.0108
O, 7.3282, 8.9026, 15.9465, 0.0003, -0.0005, 0.0052
O, 11.9562, 10.056, 18.5068, -0.0007, 0.0005, 0.002
N, 1.2283, 3.3818, 16.3451, 0.0014, -0.0036, 0.0048
O, -2.9173, 2.7421, 15.1619, -0.0006, -0.0016, 0.0058
O, -4.8894, 15.1141, 16.0171, -0.0025, -0.0006, 0.0058
O, -0.5436, 8.4058, 19.8264, 0.0018, -0.0023, 0.0021
O, 11.1846, 17.6283, 21.6199, 0.0019, -0.0016, 0.0021
O, 6.6565, 10.2802, 17.9902, 0.0004, -0.0014, 0.0027
O, 9.2941, 9.3957, 17.6294, 0.0021, 0.0013, 0.002
O, 14.761, 10.4896, 17.8491, -0.001, -0.0007, 0.0033
O, 14.5886, 14.8074, 17.4405, 0.001, 0.0011, 0.0014
O, 7.2579, 7.8652, 18.4387, -0.0019, -0.0021, 0.0008
O, 5.4103, 2.6272, 22.641, 0.0009, -0.0009, -0.0005
O, 10.4312, 5.9787, 18.9431, 0.0015, 0.0008, 0.0033
O, 5.6739, 12.5941, 18.1109, 0.0022, 0.0017, 0.0031
O, 13.7083, 14.4641, 23.3921, -0.0001, -0.0017, -0.0025
O, 8.0659, 23.8209, 19.4688, 0.0005, -0.0011, 0.0009
O, 7.5846, 11.642, 22.3907, 0.0016, -0.0006, -0.0012
O, 4.4852, 15.7486, 21.874, -0.0019, -0.0001, -0.0006
O, 9.0184, 20.9746, 24.3088, -0.001, 0, -0.0018
O, -1.1983, 15.0349, 17.0628, -0.0008, -0.0008, 0.0011
O, 4.2301, 12.2123, 28.4336, 0.0005, 0.0014, -0.0001
O, 7.2105, 11.9509, 24.8691, 0.0029, -0.0024, -0.0009
O, 6.0818, 3.6675, 20.0375, 0.0008, 0.0013, 0.0016
O, 15.645, 12.5577, 25.4355, 0.0008, -0.0013, -0.0021
O, 9.0003, 14.6583, 21.8759, -0.0008, -0.0025, 0.0027
O, 6.9521, 15.9998, 22.2961, 0.0006, -0.0012, 0.0005
O, -0.56, 12.7209, 21.1515, -0.0002, 0.0029, 0.006
O, 5.2222, 21.974, 23.2155, -0.0002, -0.0014, -0.0045
O, 12.0672, 16.6567, 23.8573, 0.0006, 0.0002, 0
O, 6.3254, 14.3983, 26.5388, 0.0002, -0.0011, -0.0019
O, 13.8763, 10.2055, 29.6128, 0.0002, 0.0025, -0.0013
O, 9.5612, 12.5371, 29.3293, 0.0016, 0.0007, -0.0004
O, 9.5189, 12.6301, 23.7079, 0, -0.002, -0.0012
O, 10.5932, 2.3349, 18.6236, 0, -0.0021, 0.003
O, 9.3162, 6.6835, 16.5523, -0.0015, -0.0007, 0.0061
O, 6.5811, 21.1463, 27.9126, 0.0009, -0.0005, -0.0048
O, 5.8062, 11.9757, 20.5844, -0.0003, -0.0015, 0.0036
O, 1.3669, -7.2207, 28.383, -0.0009, -0.0003, -0.004
O, -4.6922, 7.8916, 26.7804, 0.0017, 0.0014, -0.0007
O, 8.7987, 17.2264, 20.9068, -0.0001, -0.0006, 0.0019
O, 7.8153, 16.6182, 26.4867, 0.0021, 0.0007, 0.0012
O, 4.9211, 15.1342, 24.5812, -0.0005, 0.0012, -0.0037
O, 4.1088, -1.1516, 27.3439, 0.0021, 0.0007, -0.0024
O, 8.7748, 14.3082, 27.7178, -0.0009, 0.0011, 0.0006
O, 6.0801, 6.2961, 20.2296, -0.0015, -0.0001, 0.0021
O, 11.095, 9.4927, 25.9662, -0.002, -0.0009, -0.0043
O, 5.676, 9.9615, 25.4091, 0.0005, 0.0022, -0.0037
O, 12.7549, 11.0566, 27.4214, -0.0001, 0.003, -0.0017
O, 10.1632, 10.4361, 28.0998, 0.0001, -0.0005, -0.0025
O, 14.2712, 7.6523, 28.9633, 0.0012, 0, -0.002
O, 14.4818, 14.3765, 26.7996, -0.0006, -0.0007, -0.0022
O, 9.4014, 16.7059, 23.3855, 0.0006, -0.001, 0.0021
N, 6.1039, 16.8341, 30.6869, 0.0004, 0.0049, 0.0003
O, 11.2599, 14.3098, 23.1267, -0.0007, -0.001, -0.0018
O, 7.8223, 7.2188, 28.6382, -0.0026, 0.004, 0.004
O, 16.0185, 3.2911, 30.0204, -0.001, -0.0012, 0.0012
O, 5.9712, 8.6701, 29.7916, -0.0002, -0.0006, -0.0025
O, 13.2684, 16.6346, 27.2855, -0.0022, -0.0008, -0.0023
O, 1.9386, 8.3367, 31.0558, 0.0016, -0.003, -0.0029
O, -2.6333, 21.1871, 29.9055, 0.0015, -0.0009, -0.0023
O, 2.5619, 5.3955, 29.9102, 0.0006, 0.0027, -0.0032
O, 4.6987, 16.3258, 28.4464, -0.0014, 0.0006, -0.0027
O, 10.5448, 18.8725, 24.003, 0.002, -0.0009, -0.003
O, 0.2404, 4.7338, 30.7879, 0.0002, -0.0028, -0.004

Results
free energy: -136302.797 eV
free energy less fixed offsets of N -386.36, O -570.45, Si -639.56 eV per atom: 2.383 eV

The program warned: the cutoff lies below the one the program advises for these potential files; the forces do not sum to zero within the program's tolerance; empty levels may hold ghost states of the PAW files; the exchange-correlation potential is rough where the density is thin.
